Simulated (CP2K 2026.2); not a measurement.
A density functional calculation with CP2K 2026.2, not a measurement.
Periodic cell of 534 atoms, Si358O176, from a study of silicon, its oxide and their interface. The atomic structure is a simulated model.
Doubt: the forces sum to 2.74 eV/angstrom along one axis rather than to zero, so they err by at least 0.0051 eV/angstrom per atom on average; the grid cutoff is modest.

Settings
functional: PBE
method: Gaussian and plane waves
basis set: DZVP-MOLOPT-SR-GTH
pseudopotentials: GTH-PBE
grid cutoff: 350 Ry, relative cutoff 50 Ry
k points: Gamma only
occupations: fixed
spin: none
net charge: 0

Cell vectors (angstrom)
a 16.4025 0 0
b 0 16.4025 0
c 0 0 35.5047

Atoms and the computed forces on them: element, x, y, z (angstrom), force x, y, z (eV/angstrom)
Si 15.613 0.267 34.776 -0.025 0.34 -0.073
Si 2.108 3.471 0.242 0.175 -0.054 -0.455
Si 0.151 5.002 0.128 -0.189 0.129 -0.177
Si 2.224 8.397 35.186 -0.162 -0.033 0.272
Si 0.214 10.834 35.377 -0.058 -0.092 0.294
Si 2.962 13.396 35.321 -0.08 0.18 0.188
Si 5.743 16.215 35.349 -0.061 -0.094 0.093
Si 8.415 2.707 34.979 0.252 0.044 0.251
Si 5.313 5.007 34.964 -0.304 -0.115 -0.032
Si 7.664 6.948 35.003 -0.156 -0.146 1.046
Si 5.099 11.068 35.215 0.059 0.339 0.453
Si 7.953 14.023 0.016 -0.133 0.033 0.177
Si 10.593 0.324 35.3 0.305 -0.264 0.187
Si 13.758 2.721 0.236 -0.082 0.01 0.195
Si 10.53 5.769 35.255 0.474 -0.219 0.43
Si 13.174 8.54 35.491 -0.046 -0.178 -0.248
Si 10.742 10.385 0.638 -0.162 -0.128 -0.343
Si 12.883 13.25 0.686 -0.32 -0.596 0.01
Si 1.335 1.453 1.183 -0.016 0.19 -0.336
Si 4.075 4.283 1.357 -0.068 0.055 0.221
Si 1.179 6.859 1.196 0.103 0.097 -0.032
Si 3.949 9.523 1.095 -0.225 -0.018 -0.212
Si 1.379 12.311 1.273 0.01 0.034 -0.219
Si 4.124 15.016 1.16 -0.004 -0.027 -0.284
Si 6.828 1.536 1.072 0.043 -0.261 -0.333
Si 9.472 4.15 1.133 0.055 0.046 -0.233
Si 7.35 7.466 1.692 0.149 -0.027 -0.053
Si 9.123 9.142 1.785 0.215 0.19 -0.078
Si 6.747 12.251 1.144 0.06 0.106 -0.218
Si 9.512 15.185 1.36 -0.161 0.098 -0.009
Si 12.118 1.428 1.301 0.022 -0.046 -0.187
Si 15.043 4.049 1.624 -0.022 -0.077 -0.073
Si 12.163 6.816 1.246 -0.098 0 -0.173
Si 14.92 9.635 1.224 0.211 0.124 -0.317
Si 11.865 11.84 2.136 -0.054 0.178 -0.085
Si 14.513 14.779 1.469 0.058 0.193 -0.056
Si 16.379 2.605 2.81 0.118 -0.097 0.013
Si 2.705 0.017 2.488 0.077 -0.168 0.135
Si 16.254 8.205 2.633 -0.068 0.065 -0.101
Si 2.678 5.643 2.653 0.081 0.056 0.078
Si 16.299 13.654 2.619 0.035 -0.106 0.005
Si 2.687 10.89 2.632 0.017 0.023 0.102
Si 5.412 2.765 2.569 -0.035 -0.033 -0.014
Si 8.11 0.165 2.657 0.172 0.109 -0.029
Si 5.378 8.341 2.638 0.026 -0.038 -0.174
Si 8.21 5.503 2.693 0.007 -0.085 0.036
Si 5.431 13.652 2.603 0.022 -0.144 0.087
Si 8.06 10.977 2.755 -0.171 0.13 -0.027
Si 10.806 2.821 2.658 -0.105 0.001 -0.054
Si 13.46 0.04 2.754 0.043 0.077 -0.144
Si 10.898 8.081 2.879 0.113 -0.183 0.149
Si 13.569 5.489 2.706 -0.17 0.203 0.006
Si 10.731 13.749 2.914 -0.291 -0.039 0.049
Si 13.737 10.808 2.932 0.015 -0.159 0.165
Si 1.368 4.124 4.023 0.141 -0.124 -0.03
Si 4.062 1.357 3.944 -0.044 0.055 0.003
Si 1.288 9.545 4.02 0.063 0.039 -0.134
Si 4.091 6.918 4.038 -0.219 0.027 0.104
Si 1.321 15.059 3.93 -0.092 0.097 -0.044
Si 4.052 12.291 4.023 0.019 0.038 -0.181
Si 6.762 4.123 3.997 0.073 0.104 -0.029
Si 9.488 1.455 4.091 -0.108 -0.032 -0.188
Si 6.672 9.656 4.118 0.066 0.116 0.148
Si 9.543 6.714 4.219 0.251 -0.008 0.032
Si 6.776 15.077 3.996 -0.058 -0.038 -0.162
Si 9.396 12.307 4.171 -0.082 0.291 0.174
Si 12.22 4.114 4.076 0.005 -0.02 -0.073
Si 14.937 1.313 4.124 -0.014 0.026 0.01
Si 12.277 9.474 4.21 0.205 -0.142 0.09
Si 14.95 6.842 4.076 -0.013 0.048 -0.056
Si 12.181 15.079 4.188 0.12 -0.113 -0.023
Si 15.071 12.304 4.138 -0.143 0.035 0.062
Si 0.006 16.401 10.909 -0.031 0.006 -0.001
Si 2.74 2.725 10.891 -0.008 -0.031 -0.022
Si 0.027 5.461 10.919 -0.02 0 0.001
Si 2.741 8.205 10.903 -0.004 0.007 -0.001
Si 0.001 10.931 10.9 -0.006 -0.052 0.005
Si 2.725 13.67 10.919 0.013 -0.029 0.007
Si 5.447 16.397 10.918 0.022 -0.025 -0.006
Si 8.179 2.708 10.912 0.051 -0.004 -0.011
Si 5.462 5.448 10.906 0.017 -0.039 0
Si 8.2 8.191 10.933 0.034 -0.05 -0.003
Si 5.452 10.936 10.933 0 0.021 0.014
Si 8.17 13.656 10.91 0.026 -0.017 -0.002
Si 10.918 16.377 10.916 -0.015 -0.002 0.006
Si 13.68 2.72 10.94 -0.031 -0.01 0.002
Si 10.944 5.45 10.938 0.024 -0.016 0.005
Si 13.688 8.196 10.903 -0.021 -0.026 -0.008
Si 10.917 10.918 10.907 0.026 0.005 -0.005
Si 13.658 13.657 10.896 0.013 0.008 -0.004
Si 1.393 1.362 12.271 0.029 0.043 -0.006
Si 4.118 4.067 12.272 -0.016 0.018 -0.004
Si 1.403 6.837 12.278 0.017 0.038 0.001
Si 4.091 9.562 12.295 0.006 -0.057 -0.006
Si 1.367 12.289 12.274 -0.018 0.005 -0.009
Si 4.109 15.015 12.291 -0.027 0.009 -0.003
Si 6.83 1.339 12.288 0.018 0.05 0.003
Si 9.576 4.046 12.267 -0.046 -0.009 -0.026
Si 6.848 6.793 12.278 -0.01 0.06 -0.019
Si 9.587 9.546 12.308 0.002 0.046 0.004
Si 6.833 12.286 12.307 0.009 0.003 -0.002
Si 9.555 15 12.277 0.009 -0.002 0.012
Si 12.301 1.332 12.283 -0.007 -0.027 0.016
Si 15.069 4.099 12.295 0.012 0.018 0.014
Si 12.344 6.826 12.278 0.011 0.027 -0.009
Si 15.07 9.552 12.269 0.005 0.06 0.01
Si 12.291 12.285 12.259 -0.022 -0.04 -0.003
Si 15.048 15.008 12.258 -0.026 0.015 0.009
Si 0.061 2.745 13.65 -0.037 -0.046 0.004
Si 2.758 16.397 13.642 0.018 -0.008 0.016
Si 0.067 8.223 13.658 -0.033 -0.092 0.023
Si 2.788 5.47 13.621 -0.025 -0.059 0.004
Si 0.019 13.657 13.64 0.014 -0.042 0.02
Si 2.718 10.932 13.669 -0.01 0.084 0.061
Si 5.476 2.699 13.661 0.024 -0.003 0.003
Si 8.198 16.365 13.651 0.05 -0.035 0.03
Si 5.49 8.183 13.617 0.001 -0.006 -0.022
Si 8.215 5.392 13.628 0.131 -0.076 0.011
Si 5.465 13.648 13.683 0.003 -0.01 0.026
Si 8.215 10.917 13.672 0.022 0.018 0.049
Si 10.936 2.695 13.658 0 0.034 0.059
Si 13.674 16.352 13.627 0.027 0.021 0.005
Si 10.992 8.176 13.659 0.04 -0.031 0.043
Si 13.738 5.504 13.666 -0.065 -0.005 0.026
Si 10.916 13.625 13.644 -0.02 0.021 0.004
Si 13.693 10.929 13.594 -0.04 -0.04 0.013
Si 1.439 4.143 15.015 0.086 0.104 0.036
Si 4.137 1.317 15.04 -0.087 -0.002 0.006
Si 1.385 9.585 15.095 0.044 -0.008 0.159
Si 4.181 6.796 14.991 0.09 0.084 0.058
Si 1.417 15.011 14.995 -0.062 0.012 -0.01
Si 4.085 12.284 15.055 0.005 0.007 0.037
Si 6.863 4.036 15.033 -0.04 -0.04 0.094
Si 9.576 1.295 15.04 -0.033 0.057 -0.012
Si 6.841 9.525 15.002 -0.035 -0.056 -0.022
Si 9.633 6.727 14.955 -0.048 0.023 0.002
Si 6.842 15.014 15.051 0.055 -0.04 0.029
Si 9.573 12.281 15.071 0.034 -0.013 0.046
Si 12.34 4.107 14.963 0.04 -0.033 -0.039
Si 15.094 1.314 14.939 -0.036 0.016 -0.008
Si 12.407 9.554 15.005 0.043 0.172 -0.002
Si 15.15 6.864 15.057 0.005 0.05 -0.03
Si 12.305 14.968 14.995 -0.034 -0.064 -0.047
Si 15.031 12.289 14.978 0.028 0.035 0.067
Si 0.025 16.347 16.331 0.046 0.104 0.13
Si 2.809 2.758 16.348 0.199 -0.039 0.109
Si 0.158 5.548 16.445 0.039 -0.087 0.041
Si 2.883 8.194 16.369 -0.064 -0.006 -0.085
Si 16.345 10.99 16.443 0.037 0.153 -0.015
Si 2.761 13.706 16.443 0.055 -0.066 0.08
Si 5.464 16.332 16.459 -0.027 0.01 0.027
Si 8.148 2.587 16.427 0.178 0.064 0.1
Si 5.553 5.458 16.403 -0.126 -0.029 0.103
Si 8.227 8.066 16.247 0.048 0.036 0.064
Si 5.457 10.871 16.383 0.054 0.03 0.061
Si 8.181 13.656 16.466 -0.147 0.006 0.111
Si 10.978 16.323 16.372 0.077 0.013 0.06
Si 13.764 2.74 16.235 0.008 0.048 -0.033
Si 11.012 5.432 16.393 0.049 -0.089 0.211
Si 13.877 8.317 16.425 -0.128 -0.153 0.131
Si 11.035 10.907 16.358 -0.018 -0.092 0.049
Si 13.673 13.619 16.373 0.026 -0.031 0.132
Si 1.414 1.374 17.626 -0.05 -0.081 -0.076
Si 4.221 4.07 17.783 0.066 -0.038 -0.035
Si 1.585 6.944 17.842 -0.12 0.062 0.132
Si 4.173 9.515 17.846 0.205 0.085 0.181
Si 1.338 12.369 17.763 -0.056 0.211 -0.141
Si 4.143 14.991 17.919 -0.052 0.06 -0.097
Si 6.758 1.249 17.925 0.105 -0.002 0.04
Si 9.597 3.948 17.707 -0.026 -0.164 -0.181
Si 6.961 6.792 17.79 0.08 -0.021 0.112
Si 9.662 9.375 17.504 0.064 0.008 -0.155
Si 6.753 12.213 17.796 0.018 0.125 -0.036
Si 9.6 15.028 17.827 0.124 -0.016 0.127
Si 12.467 1.331 17.569 0.006 0.121 -0.171
Si 15.177 4.038 17.621 0.027 -0.044 0.002
Si 12.506 6.889 17.674 -0.064 0.033 -0.147
Si 15.122 9.687 18.032 0.053 -0.094 0.265
Si 12.39 12.224 17.83 -0.183 0.166 0.038
Si 15.041 14.999 17.721 0.086 0.007 -0.167
Si 0.105 2.689 19.065 0.042 0.134 -0.036
Si 2.894 0.284 19.072 0.073 0.038 -0.225
Si 0.798 8.869 19.119 -0.128 -0.096 -0.302
Si 2.907 5.456 19.168 0.004 -0.122 0.185
Si 16.341 13.717 19.195 0.061 -0.018 0.083
Si 2.425 10.71 19.001 0.199 0.052 0.372
Si 5.611 2.815 19.338 -0.157 0.065 0.291
Si 8.143 16.24 19.297 -0.089 0.023 -0.182
Si 5.648 8.128 19.283 0.052 -0.144 0.233
Si 8.332 5.307 19.13 0.233 0.08 0.405
Si 5.194 13.315 19.323 -0.214 -0.091 -0.218
Si 8.232 10.658 18.763 0.013 -0.339 0.195
Si 11.028 2.509 18.926 0.019 -0.039 0.295
Si 13.913 0.203 19.014 -0.001 0.062 -0.13
Si 11.032 8.161 18.986 -0.093 -0.089 0.075
Si 13.822 5.39 18.912 0.104 -0.195 -0.001
Si 10.766 13.392 19.104 -0.307 -0.457 -0.402
Si 13.542 10.935 19.515 0.171 0.256 0.18
Si 1.48 4.029 20.431 0.143 -0.213 -0.233
Si 3.793 1.899 20.553 0.229 0.217 -0.364
Si 0.901 8.457 21.424 -0.039 0.032 -0.225
Si 4.684 6.327 20.52 0.102 0.232 -0.117
Si 0.503 15.553 20.702 -0.203 0.247 0.054
Si 3.465 12.224 20.692 -0.185 -0.298 -0.434
Si 7.013 4.196 20.814 0.211 -0.019 -0.35
Si 10.144 1.386 20.83 0.063 0.564 -0.437
Si 7.197 9.525 20.514 0.122 -0.08 -0.704
Si 10.124 6.345 20.242 0.005 0.027 0.041
Si 6.536 14.088 21.064 0.175 -0.272 -0.189
Si 9.79 11.567 20.181 -0.306 0.514 -0.667
Si 12.284 4.104 20.012 -0.212 0.202 -0.031
Si 15.419 1.191 20.541 0.249 -0.286 -0.182
Si 11.452 9.94 20.5 0.107 -0.633 -0.102
Si 15.573 5.908 21.565 -0.039 -0.455 -0.181
Si 11.898 15.285 21.175 -0.119 -0.06 0.333
Si 15.005 12.506 20.728 0.096 -0.319 -0.318
Si 14.021 2.371 22.13 -0.054 0.321 -0.035
Si 16.037 4.449 26.183 -0.028 0.019 0.179
Si 2.8 7.69 22.644 0.014 -0.153 0.111
Si 13.393 14.368 22.692 -0.182 -0.101 0.275
Si 2.168 14.412 22.76 0.072 -0.036 0.077
Si 4.757 16.186 22.76 -0.127 0.02 0.117
Si 7.82 14.035 26.422 -0.111 0.104 0.212
Si 0.337 10.408 22.552 -0.105 0.069 0.05
Si 9.587 8.317 22.351 0.111 -0.118 -0.033
Si 3.328 10.635 23.183 0.057 0.137 0.319
Si 7.45 12.053 22.034 -0.053 0.006 -0.103
Si 9.179 3.264 23.038 -0.175 0.171 0.319
Si 14.763 1.749 26.556 0.068 0.133 0.35
Si 10.334 1.628 25.24 -0.091 0.208 0.274
Si 12.393 10.224 25.851 -0.096 -0.001 0.04
Si 10.591 6.64 27.535 0.144 -0.076 -0.144
Si 2.988 12.822 27.512 -0.067 0.01 0.015
Si 2.282 2.111 28.163 -0.011 0.002 -0.018
Si 1.497 6.565 25.2 -0.111 -0.001 0.42
Si 8.934 14.291 30.921 0.097 0.062 -0.157
Si 14.451 8.673 27.453 0.108 -0.003 0.051
Si 14.022 4.737 23.968 -0.214 -0.042 0.282
Si 13.288 13.68 27.778 -0.042 -0.039 0.263
Si 11.025 4.538 25.043 0.011 -0.005 0.246
Si 7.629 11.154 25.138 0.022 -0.046 0.264
Si 11.575 11.422 28.264 -0.065 -0.114 0.2
Si 5.184 14.929 27.622 0.015 -0.001 0.153
Si 6.35 0.049 25.41 0.09 0.025 0.27
Si 13.539 6.302 28.629 -0.009 -0.19 -0.055
Si 0.62 16.181 27.198 0.04 0.085 0.167
Si 9.903 8.874 25.296 0.194 -0.051 0.187
Si 14.134 12.666 25.021 0.043 -0.012 0.43
Si 8.147 1.249 27.286 0.145 0.136 0.125
Si 13.194 3.069 28.988 -0.084 -0.034 -0.035
Si 15.386 2.828 31.143 0.086 -0.089 -0.361
Si 4.365 7.329 30.331 -0.244 0.036 -0.394
Si 1.789 9.205 29.771 -0.202 0.158 -0.09
Si 0.087 9.099 25.199 -0.156 0.015 0.363
Si 11.113 15.891 32.279 -0.096 0.106 -0.421
Si 4.64 10.707 25.936 -0.01 -0.089 0.247
Si 3.299 4.664 29.179 -0.042 -0.06 -0.044
Si 11.122 2.415 30.961 -0.006 -0.226 -0.165
Si 0.815 13.611 25.414 -0.015 0.075 0.456
Si 7.191 8.669 30.94 0.047 0.027 -0.054
Si 8.623 11.08 31.502 0.38 0.307 -0.522
Si 6.969 15.959 29.532 0.089 -0.112 0.152
Si 7.053 2.339 29.676 0.127 0.12 -0.144
Si 15.918 14.48 29.451 0.07 -0.097 0.076
Si 9.547 6.374 30.53 0.165 -0.109 -0.22
Si 0.477 4.257 29.057 -0.119 0.058 -0.05
Si 10.352 14.021 28.271 0.044 0.013 0.055
Si 12.958 0.515 24.205 -0.063 0.325 0.585
Si 3.412 6.392 33.204 -0.277 -0.086 -0.169
Si 4.292 2.151 30.107 -0.192 0.002 -0.213
Si 2.351 14.559 32.468 -0.165 0.005 -0.346
Si 2.512 8.842 26.712 -0.006 -0.007 0.297
Si 16.196 16.342 31.759 0.078 0.018 -0.376
Si 1.636 12.339 30.303 -0.186 -0.055 -0.105
Si 15.261 8.202 30.182 0.022 0.089 -0.137
Si 8.454 3.636 31.788 0.071 -0.277 -0.196
Si 6.855 9.484 33.148 -0.007 0.205 -0.543
Si 11.637 10.5 30.908 0.148 0.031 -0.086
Si 4.123 0.701 32.739 -0.239 0.011 -0.173
Si 10.435 12.901 34.482 0.097 0.022 -0.228
Si 11.783 5.236 32.31 0.007 -0.059 -0.295
Si 14.354 4.535 33.475 -0.006 -0.091 0.031
Si 13.715 9.116 32.629 -0.083 -0.076 -0.375
Si 3.268 3.454 33.719 -0.489 -0.261 0.36
Si 12.47 13.188 32.129 -0.073 0.038 -0.355
Si 14.508 11.984 33.787 -0.097 0.349 -0.148
O 15.466 16.369 33.194 -0.164 0.093 0.293
O 15.085 15.329 0.004 0.051 -0.283 0.077
O 2.734 4.883 32.999 0.066 0.02 0.324
O 0.712 0.618 35.342 -0.144 -0.187 0.249
O 14.678 1.559 35.049 0.304 -0.333 0.222
O 15.61 5.294 34.225 0.529 0.037 0.34
O 2.614 12.456 29.031 0.312 0.183 -0.057
O 1.22 9.662 34.739 -0.188 -0.099 0.118
O 16.1 11.803 34.092 0.057 -0.289 -0.009
O 13.967 10.577 33.248 -0.044 0.155 0.256
O 2.19 14.089 34.024 0.125 -0.078 0.108
O 0.177 13.06 29.983 -0.118 0.119 0.352
O 5.142 0.551 33.993 -0.017 0.017 0.172
O 4.803 1.313 31.39 0.025 -0.15 0.191
O 8.283 3.328 33.391 -0.108 -0.003 0.398
O 9.646 6.254 28.86 -0.006 -0.253 0.031
O 3.187 8.473 30.219 0.148 -0.19 0.022
O 6.892 5.471 34.792 0.27 -0.14 -0.278
O 9.288 6.788 34.841 -0.272 0.156 -0.16
O 7.973 10.716 32.965 -0.186 -0.146 0.307
O 5.562 10.271 33.83 0.066 -0.441 -0.18
O 4.045 12.271 34.705 -0.194 0.094 0.283
O 10.06 11.441 35.087 0.128 0.283 -0.344
O 6.854 15.074 34.815 -0.138 0.02 0.243
O 9.506 1.466 34.797 -0.3 -0.186 -0.093
O 11.283 16.16 33.885 -0.089 -0.138 0.635
O 13.348 3.825 34.571 -0.323 0.072 0.084
O 13.397 5.502 32.551 0.152 0.027 0.218
O 7.216 8.24 34.142 -0.032 -0.076 -0.195
O 11.053 5.319 33.761 -0.212 -0.162 0.085
O 2.426 7.608 33.713 -0.043 -0.133 0.085
O 13.559 8.107 33.903 0.206 0.073 0.526
O 14.978 8.695 31.698 -0.129 0.171 0.085
O 11.868 9.557 35.251 0.275 0.19 0.14
O 11.487 13.783 35.406 0.109 0.121 -0.217
O 12.178 14.749 31.711 0.181 -0.022 -0.067
O 0.401 4.769 21.497 0.18 0.382 -0.028
O 2.601 2.961 21.141 0.019 -0.032 -0.307
O 4.446 1.065 21.815 -0.058 0.04 0.26
O 14.821 5.96 20.122 0.113 0.445 0.038
O 15.836 11.569 21.829 -0.145 -0.06 -0.058
O 3.998 6.946 21.862 0.055 -0.239 -0.091
O 15.934 9.918 23.917 -0.063 0.016 -0.165
O 0.765 15.127 22.287 -0.054 -0.142 -0.176
O 1.792 13.612 24.122 0.12 -0.334 -0.071
O 4.08 11.257 21.877 0.387 0.07 -0.002
O 2.65 13.417 21.531 0.08 -0.121 -0.118
O 5.856 5.328 21.201 -0.332 0.113 -0.173
O 7.779 3.72 22.264 -0.211 0.092 -0.224
O 10.144 2.669 21.857 0.33 -0.22 -0.263
O 9.156 2.009 24.138 -0.226 -0.023 -0.087
O 6.604 10.937 21.133 -0.54 0.266 0.217
O 8.227 8.967 21.685 -0.255 0.016 -0.207
O 9.659 6.812 21.749 -0.183 0.303 -0.077
O 9.426 8.068 23.959 -0.248 -0.108 -0.214
O 7.693 14.961 20.257 -0.167 -0.197 -0.187
O 5.672 15.042 22.058 -0.111 0.079 0.182
O 9.042 12.054 21.594 0.301 -0.072 0.026
O 11.196 13.926 20.621 0.159 0.415 0.029
O 11.289 5.248 20.687 -0.268 -0.095 -0.34
O 13.16 3.419 21.219 0.226 -0.327 0.138
O 12.789 15.868 19.96 -0.07 -0.094 0.216
O 12.95 1.326 22.789 -0.064 -0.104 -0.028
O 14.445 7.029 27.438 -0.148 -0.178 -0.169
O 10.941 9.197 21.952 -0.095 0.344 -0.071
O 14.489 5.722 22.771 0.21 0.227 -0.17
O 14.762 5.069 25.389 0.108 -0.186 -0.096
O 10.792 0.049 21.532 -0.146 -0.107 0.118
O 8.594 0.997 20.415 0.172 0.131 -0.071
O 14.475 13.884 21.522 -0.057 0.103 0.047
O 2.048 15.945 20.285 -0.274 0.051 0.166
O 1.843 0.908 27.118 0.078 0.029 -0.039
O 0.636 15.168 25.918 -0.13 0.058 -0.238
O 2.414 6.633 23.862 -0.129 0.129 -0.219
O 15.903 2.828 26.072 -0.053 -0.089 0.193
O 1.764 11.066 23.02 -0.011 0.135 -0.098
O 16.144 7.38 21.849 -0.157 -0.237 0.016
O 13.344 13.015 23.632 -0.071 -0.143 -0.371
O 13.692 15.505 23.85 0.083 -0.102 0.093
O 15.784 12.86 25.056 0.047 -0.045 -0.34
O 3.349 15.47 23.176 -0.252 -0.157 -0.119
O 5.644 0.373 23.996 -0.082 -0.037 -0.365
O 1.629 12.812 26.604 -0.231 -0.055 0.102
O 7.459 15.22 25.324 -0.156 -0.131 -0.297
O 11.179 2.995 25.576 0.309 -0.185 -0.244
O 3.499 9.027 23.276 0.185 0.117 -0.18
O 0.662 15.268 28.57 0.391 0.255 0.029
O 8.8 10.068 25.486 -0.127 0.322 -0.201
O 11.581 10.167 29.299 0.075 0.086 -0.066
O 9.289 14.338 27.09 0.08 0.29 -0.336
O 7.371 11.471 23.561 -0.2 -0.141 -0.092
O 6.478 13.917 27.395 0.159 -0.026 0.169
O 6.252 10.607 25.835 -0.112 -0.31 -0.088
O 7.078 1.377 26.048 -0.015 -0.096 -0.239
O 9.818 4.522 23.909 -0.024 0.05 -0.549
O 15.575 0.527 27.24 -0.272 -0.231 0.139
O 3.178 3.54 27.891 -0.176 -0.073 -0.105
O 10.026 7.949 26.675 -0.237 0.125 -0.009
O 12.427 4.944 24.3 0.126 0.165 -0.021
O 13.021 9.164 26.899 -0.164 -0.26 -0.071
O 11.408 9.411 24.844 0.048 -0.142 0.015
O 9.892 14.704 29.658 0.219 -0.086 0.009
O 10.707 5.466 26.365 -0.278 -0.006 -0.075
O 13.901 1.216 25.31 0.098 -0.261 -0.348
O 8.04 2.498 28.36 -0.133 -0.221 0.063
O 1.764 5.214 29.338 0.156 0.01 0.057
O 0.862 2.709 28.697 -0.12 0.13 -0.291
O 1.026 5.032 25.533 0.103 0.162 0.163
O 0.162 7.486 24.932 0 0.068 -0.091
O 2.299 7.22 26.499 0.035 -0.1 -0.015
O 3.71 14.276 27.556 -0.107 0.1 -0.144
O 15.587 9.33 26.518 0.08 -0.027 -0.03
O 13.602 13.659 26.195 -0.299 0.278 -0.465
O 13.037 12.16 28.319 0.157 -0.181 -0.019
O 7.105 3.431 30.876 -0.228 -0.146 0.274
O 5.153 16.035 26.433 -0.207 0.186 -0.018
O 7.268 0.887 30.406 -0.042 -0.034 0.12
O 8.045 12.582 25.768 -0.008 -0.119 -0.285
O 14.382 6.807 29.969 -0.101 -0.013 0.221
O 13.335 4.688 28.783 -0.065 0.254 -0.291
O 4.026 11.227 24.52 -0.193 0.06 -0.431
O 5.862 8.019 30.16 0.282 0.133 0.197
O 11.298 11.079 26.708 -0.225 0.248 -0.051
O 14.708 9.2 28.99 -0.142 0.151 0.044
O 8.762 12.698 31.247 0.004 -0.151 0.16
O 10.354 12.426 28.636 -0.083 -0.101 0.21
O 9.632 1.13 26.632 0.263 -0.305 -0.134
O 5.425 15.638 29.087 0.012 -0.053 0.15
O 14.519 3.261 23.435 0.204 -0.474 -0.194
O 11.407 0.476 24.763 0.126 -0.133 -0.249
O 3.761 3.684 30.43 -0.004 -0.108 0.4
O 16.029 4.838 27.788 0.072 0.214 -0.081
O 14.978 3.284 32.631 -0.083 -0.024 0.22
O 12.037 6.872 28.274 0.096 0.042 0.201
O 11.883 14.528 27.946 -0.089 -0.062 0.213
O 13.603 11.132 25.27 0.079 -0.131 0.07
O 11.668 2.611 29.41 -0.016 0.113 -0.034
O 7.793 16.276 28.123 -0.155 -0.106 0.09
O 13.997 13.141 32.737 0.334 0.15 0.395
O 13.687 2.388 27.603 -0.261 0.028 -0.16
O 3.096 1.332 29.349 -0.029 0.026 0.181
O 15.392 15.441 30.664 -0.218 0.186 0.107
O 3.039 1.93 33.089 0.204 0.103 0.073
O 4.196 6.056 29.249 0.007 0.153 0.052
O 1.525 10.683 30.506 0.124 -0.047 0.344
O 1.965 9.38 28.15 0.006 0.306 -0.321
O 4.483 6.328 34.437 0.13 0.015 0.186
O 4.066 9.245 26.428 0.16 -0.142 0.1
O 13.799 12.29 35.214 0.109 0.162 -0.047
O 1.207 15.584 31.946 -0.054 -0.111 0.178
O 2.329 13.189 31.543 -0.008 -0.075 0.107
O 4.137 11.78 27.044 0.037 -0.01 0.128
O 4.913 3.722 33.961 0.172 0.186 0.073
O 4.217 6.755 31.843 -0.079 -0.18 0.435
O 8.86 5.158 31.391 0.007 0.029 0.406
O 5.54 2.344 29.065 0.082 -0.067 -0.021
O 14.579 14.239 28.568 0.044 0.236 0.016
O 1.599 9.605 25.578 0.098 0.064 -0.318
O 7.721 10.194 30.405 -0.111 -0.301 0.079
O 8.54 7.657 30.8 -0.254 0.495 0.154
O 3.642 15.57 32.401 0.42 -0.064 -0.032
O 10.142 10.502 31.504 -0.029 -0.013 0.32
O 9.596 15.262 32.069 -0.177 0.089 0.047
O 8.973 13.601 34.274 0.207 -0.358 -0.251
O 11.092 6.285 31.203 0.148 0.047 0.162
O 9.509 2.582 31.094 -0.323 -0.082 -0.171
O 11.448 0.895 31.489 0.042 -0.096 0.28
O 16.333 1.491 31.234 -0.156 0.011 0.209
O 12.366 11.987 31.005 0.219 0.036 -0.096
O 12.417 9.275 31.647 -0.081 -0.058 0.142
O 11.741 3.662 31.816 0.025 0.249 0.179
O 16.077 4.149 30.457 -0.201 0.131 0.013
O 7.428 14.721 30.475 -0.077 -0.139 -0.253
O 11.253 12.732 33.103 -0.078 -0.2 0.284
O 0.505 8.208 30.062 0.135 -0.198 0.355
O 14.098 2.48 30.21 0.055 -0.139 -0.001
Si 16.37 16.359 5.406 -0.017 -0.02 0.028
Si 2.729 2.734 5.377 0.045 0.089 -0.082
Si 16.369 5.462 5.407 -0.055 -0.023 -0.101
Si 2.684 8.221 5.418 0.071 0.088 -0.021
Si 0.011 10.919 5.475 0.002 -0.005 -0.024
Si 2.675 13.695 5.354 0.012 -0.098 -0.069
Si 5.404 0.01 5.376 -0.035 -0.05 -0.037
Si 8.11 2.786 5.446 0.091 -0.015 -0.061
Si 5.428 5.498 5.399 -0.007 -0.046 -0.065
Si 8.115 8.206 5.427 -0.017 -0.03 -0.117
Si 5.357 10.989 5.508 0.056 -0.017 -0.064
Si 8.078 13.734 5.477 -0.019 -0.185 0.011
Si 10.829 0.067 5.501 0.003 0.034 -0.036
Si 13.604 2.742 5.447 -0.001 -0.031 -0.033
Si 10.921 5.399 5.565 -0.069 0.071 -0.047
Si 13.66 8.147 5.553 -0.164 -0.061 0.006
Si 10.848 10.909 5.473 0.09 0.08 -0.143
Si 13.62 13.663 5.455 0.043 0.035 -0.02
Si 1.348 1.359 6.75 -0.043 0.018 -0.006
Si 4.082 4.101 6.767 -0.011 -0.049 -0.004
Si 1.341 6.828 6.783 0.033 -0.026 -0.045
Si 4.032 9.57 6.828 -0.073 0.071 0.038
Si 1.371 12.319 6.797 -0.012 0.001 -0.014
Si 4.052 15.036 6.755 -0.007 0.038 -0.023
Si 6.772 1.363 6.777 -0.013 0.032 -0.022
Si 9.508 4.064 6.869 0.031 0.026 0.032
Si 6.789 6.831 6.817 0.012 0.027 -0.052
Si 9.496 9.533 6.837 0.012 0.037 -0.053
Si 6.76 12.33 6.842 -0.075 0.115 0.069
Si 9.489 15.055 6.836 -0.001 -0.014 -0.033
Si 12.255 1.387 6.843 0.005 0.009 -0.013
Si 15.012 4.094 6.798 -0.013 0.012 -0.04
Si 12.287 6.788 6.891 0.094 -0.036 0.063
Si 15.037 9.557 6.844 -0.049 0.016 -0.017
Si 12.25 12.283 6.812 -0.014 0.002 -0.02
Si 15.012 15.018 6.811 0.033 -0.025 0.026
Si 16.394 2.721 8.149 -0.012 0 -0.008
Si 2.708 0.001 8.14 0 -0.029 -0.005
Si 0.005 8.188 8.187 0.002 0.025 -0.006
Si 2.719 5.462 8.148 -0.028 -0.02 -0.004
Si 16.392 13.662 8.174 -0.057 -0.011 0.01
Si 2.71 10.955 8.191 0.05 -0.022 0.027
Si 5.434 2.732 8.154 0.026 0.015 0.008
Si 8.135 0.016 8.186 0.037 -0.034 -0.006
Si 5.427 8.203 8.181 0.009 -0.035 -0.006
Si 8.164 5.469 8.2 0.036 0.004 -0.002
Si 5.403 13.696 8.183 0.012 -0.102 0.02
Si 8.144 10.937 8.185 0.035 0.013 -0.016
Si 10.897 2.722 8.229 -0.037 -0.045 0.026
Si 13.65 0.002 8.174 0.001 0.014 -0.003
Si 10.901 8.18 8.203 0.018 -0.029 -0.021
Si 13.677 5.435 8.22 -0.055 0.012 0.026
Si 10.887 13.669 8.171 0.045 0.003 0.013
Si 13.644 10.928 8.176 -0.002 0.001 0.006
Si 1.366 4.088 9.523 0.003 0.016 -0.005
Si 4.085 1.35 9.522 -0.011 0.034 -0.005
Si 1.365 9.566 9.543 -0.025 0.025 -0.002
Si 4.084 6.815 9.54 0.011 0.031 -0.009
Si 1.363 15.034 9.534 0.002 0.005 -0.001
Si 4.084 12.304 9.56 -0.024 0.038 0.02
Si 6.81 4.076 9.541 0.01 -0.001 -0.01
Si 9.534 1.336 9.561 0.016 0.007 0.005
Si 6.806 9.555 9.566 -0.003 0.008 -0.005
Si 9.555 6.811 9.575 -0.008 0.051 0.002
Si 6.793 15.033 9.549 -0.018 0.035 0.002
Si 9.536 12.288 9.544 -0.004 -0.015 -0.004
Si 12.3 4.076 9.577 0.018 0.009 0.021
Si 15.034 1.362 9.542 -0.009 -0.001 -0.002
Si 12.29 9.552 9.546 -0.003 0.032 -0.003
Si 15.054 6.816 9.555 -0.014 -0.01 0.013
Si 12.281 15.025 9.533 0.006 0 -0.004
Si 15.025 12.289 9.535 -0.018 -0.006 0.01

Results
total energy: -115447.852 eV
total energy less fixed offsets of O -438.35, Si -107.03 eV per atom: 18.488 eV
